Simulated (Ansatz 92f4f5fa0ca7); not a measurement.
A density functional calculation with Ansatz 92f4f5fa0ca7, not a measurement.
Periodic cell of 226 atoms, Si134O92, from a study of silicon, its oxide and their interface. The atomic structure is a simulated model.
Doubt: the cutoff is far below the 930 eV that the study's wrapper takes by default for these files, so forces and energies are approximate.
This geometry differs little from another in the collection (a relaxation step or a small displacement).

Settings: functional PBE; potential files Ansatz PAW; basis plane waves; wave-function cutoff 580 eV; density cutoff ratio 5; exchange-correlation grid ratio 1; k mesh 1 x 1 x 1, Gamma-centred; self-consistency stop 5e-08 eV per atom in the density residual; occupations fixed; spin none; net charge 0.

Cell vectors (angstrom)
a 10.938 0 0
b 0 10.938 0
c 0 0 31.9494

Atoms: element, x, y, z (angstrom)
Si 10.6266 0.0064 24.4184
Si 5.0773 0.1345 24.6609
Si 2.8213 2.3009 24.5344
Si 8.5713 2.4433 24.5639
Si 10.7119 5.5986 24.3342
Si 5.1594 5.6211 24.452
Si 2.9895 7.9623 24.404
Si 8.4178 7.8413 24.4186
Si 1.294 1.1321 25.8412
Si 6.8165 1.3332 25.7432
Si 3.9866 4.0166 25.7345
Si 9.6909 4.0282 25.8509
Si 1.3415 6.7996 25.6728
Si 6.8062 6.7267 25.7503
Si 4.0005 9.477 25.9547
Si 9.4847 9.4458 25.8046
Si 2.6328 -0.1334 27.3031
Si 8.1454 -0.0618 27.1484
Si 0.0848 2.6612 27.2138
Si 5.4575 2.7309 27.112
Si 2.6709 5.4232 27.1129
Si 8.1972 5.3762 27.1361
Si 0.0195 8.1603 27.133
Si 5.5132 8.1486 27.1816
Si 4.0945 1.339 28.4932
Si 9.5449 1.3196 28.5034
Si 1.4021 4.0711 28.5766
Si 6.8126 4.0667 28.5281
Si 4.0824 6.776 28.484
Si 9.5667 6.7862 28.4743
Si 1.2823 9.4727 28.6551
Si 6.8283 9.5401 28.5731
Si -0.0479 -0.0203 29.9362
Si 5.4509 -0.0105 29.8994
Si 2.7765 2.7191 29.9064
Si 8.1851 2.7058 29.8789
Si -0.0189 5.4404 29.8912
Si 5.4553 5.4488 29.8901
Si 2.7381 8.1448 29.9153
Si 8.2248 8.1751 29.8843
Si 1.3686 1.3753 31.2561
Si 6.8249 1.3677 31.2646
Si 4.1171 4.0847 31.2819
Si 9.5481 4.0838 31.258
Si 1.3574 6.8068 31.2762
Si 6.829 6.842 31.2489
Si 4.0899 9.5595 31.268
Si 9.5472 9.5456 31.2927
Si 2.7374 0.0161 0.6819
Si 8.1988 0.0158 0.6755
Si 0.0094 2.7517 0.6859
Si 5.4852 2.7478 0.7115
Si 2.7409 5.4611 0.6832
Si 8.2057 5.4921 0.673
Si 0.0127 8.2097 0.7086
Si 5.4811 8.2237 0.6947
Si 4.1019 1.3839 2.0733
Si 9.6006 1.3548 2.037
Si 1.3568 4.1462 2.0628
Si 6.8453 4.1546 2.0541
Si 4.0929 6.8493 2.0416
Si 9.5777 6.8422 2.0746
Si 1.3741 9.6181 2.0635
Si 6.8392 9.6322 2.0537
Si 0.0262 0.0346 3.4814
Si 5.4784 0.0362 3.4663
Si 2.702 2.7702 3.4036
Si 8.2648 2.7827 3.3253
Si 0.0276 5.5169 3.4933
Si 5.4664 5.5303 3.4341
Si 2.7303 8.2371 3.3928
Si 8.2423 8.299 3.3817
Si 1.3676 1.4525 4.8443
Si 6.9109 1.4778 4.7243
Si 4.0535 4.1523 4.7583
Si 9.5967 4.0753 4.7854
Si 1.3624 6.973 4.8452
Si 6.8388 6.9897 4.7306
Si 4.088 9.5681 4.7899
Si 9.6197 9.5756 4.8414
Si 2.7581 0.0368 6.1334
Si 8.2969 0.1226 6.0887
Si 0.0155 2.7941 6.3078
Si 5.5121 2.8387 6.067
Si 2.7546 5.5934 6.1394
Si 8.2527 5.5967 5.9594
Si 0.0466 8.304 6.3727
Si 5.4974 8.3008 6.2207
Si 4.4253 1.1786 7.32
Si 9.8107 1.1449 7.6243
Si 1.1802 4.4952 7.499
Si 6.6415 4.539 7.2462
Si 4.326 6.7024 7.538
Si 9.73 6.6069 7.5031
Si 1.2808 9.9378 7.694
Si 6.723 9.9627 7.3999
O 9.5898 1.2487 23.9792
O 4.1125 6.8165 23.9457
O 4.0131 1.2504 24.0286
O 9.5404 6.7135 23.8991
O -0.0282 5.5332 8.0117
O 5.5751 0.1244 7.9035
O 0.0702 0.0821 8.1455
O 5.5353 5.6085 7.8815
O 7.5925 3.9365 8.4308
O 8.7334 7.0347 8.7709
O 2.1802 9.4528 9.0324
O 8.8951 1.6632 8.9304
O 7.6195 9.4586 8.6949
O 3.6049 1.8072 8.5947
O 3.5836 7.2173 8.9438
O 2.0649 3.9985 8.8122
O 8.1411 3.5007 23.3628
O 0.4546 4.9501 22.948
O 1.904 2.7604 23.2466
O 5.8306 4.9179 23.1155
O 5.5325 10.0094 23.4937
O 2.4471 8.6975 23.0182
O 0.1936 10.0795 23.0809
O 7.7918 8.5857 23.0738
Si 8.6595 7.7032 18.4393
Si 8.7852 6.359 13.6292
Si 3.7919 1.5412 14.7381
Si 2.1376 5.7564 17.6244
Si 2.4187 3.1528 19.4894
Si 9.8134 9.0324 12.0789
Si 1.3348 9.4301 22.0742
Si 9.1693 0.9653 13.198
Si 1.4213 5.0542 13.0227
Si 1.7935 8.2544 12.8151
Si 6.6589 9.5658 22.423
Si 4.5274 4.6031 15.7082
Si 8.2083 3.0053 9.5872
Si 0.8415 8.2561 19.2588
Si 6.9577 1.3603 21.0882
Si 8.2288 8.3076 9.673
Si 10.8922 5.2071 15.6036
Si 7.5678 9.5016 16.3183
Si 9.937 2.0705 20.2978
Si 3.217 8.5083 9.9125
Si 6.6973 3.3557 17.4093
Si 1.1693 0.2195 19.8005
Si 3.2324 2.8131 12.2994
Si 7.2188 5.4007 19.6856
Si 5.7476 8.6656 11.5441
Si 5.7854 6.0677 13.1968
Si 4.6328 9.7101 17.6254
Si 1.0262 3.6125 22.1744
Si 4.901 1.4918 18.7987
Si 3.1941 3.0684 9.5182
Si 6.4477 10.8189 13.7909
Si 10.347 0.1197 15.974
Si 5.6617 3.6459 11.1578
Si 9.8398 3.8974 11.9035
Si 2.3404 9.9246 15.5469
Si 6.078 8.1295 19.8005
Si 6.9375 3.9811 22.3765
Si 9.7586 2.7836 17.3663
O 7.1948 6.3749 13.9712
O 1.8821 7.0682 18.6724
O 10.2963 4.0388 16.5239
O 6.1651 9.9617 17.0538
O 10.1419 0.7041 14.4708
O 8.4471 6.1217 18.8577
O 5.1665 0.6845 14.4323
O 5.7219 2.0607 17.5184
O 8.3517 1.9577 20.5475
O 1.9925 4.3092 18.4026
O 6.9656 2.79 10.6482
O 4.8683 2.7016 12.2252
O 6.0308 4.3998 16.3459
O 4.5632 3.9033 9.9401
O 10.694 2.788 21.555
O 9.7235 6.1596 14.964
O 6.0093 6.4936 19.8411
O 4.0851 0.1775 18.2808
O 9.2573 10.5546 12.274
O 2.853 4.3592 12.6985
O 1.918 10.711 21.2053
O 3.9965 2.7313 19.378
O 0.7266 10.0441 15.9629
O 1.2749 9.814 18.8318
O 1.7152 1.6738 19.2693
O 8.9376 10.3937 16.5027
O 4.873 8.5881 18.7939
O 9.5733 8.7546 10.4866
O 6.7447 4.0939 18.8578
O 2.835 1.7242 13.4143
O 5.8339 8.7806 21.2639
O 2.5413 2.4359 10.878
O 7.6195 4.858 21.1731
O 5.2088 7.4731 12.5516
O 0.4314 9.0678 12.4977
O 7.5766 1.0575 13.5745
O 7.1086 9.6358 14.7463
O 8.9774 5.0334 12.6911
O 8.0922 8.0386 16.9102
O 6.2189 2.5813 21.9014
O 2.4544 9.0671 14.1117
O 0.4232 4.4875 11.8611
O 0.8165 8.3265 20.9306
O 9.3857 3.8227 10.348
O 9.6535 2.3869 12.5365
O 7.6222 8.5693 19.3902
O 2.5539 8.1702 11.3681
O 3.9792 3.0594 15.3809
O 0.8367 4.4887 14.4358
O 10.0595 3.0087 18.9566
O 9.1426 7.8061 12.9455
O 10.5177 0.5488 20.0795
O 6.0307 5.0348 11.933
O 8.1579 2.7558 17.0171
O 3.5359 5.4855 16.7258
O 4.6686 9.1283 10.3842
O 1.5296 6.6751 13.1784
O 4.7589 5.4869 14.34
O 2.053 3.8625 20.9208
O 10.5486 1.4135 16.9513
O 0.9491 6.0778 16.5483
O 7.3481 10.9589 21.9258
O 5.9365 0.9236 19.9144
O 6.065 10.024 12.4077
O 2.8444 0.547 15.6063
O 7.0546 8.011 10.7799
O 10.2446 8.0237 18.6867
O 3.4439 9.2009 16.5801

Results
free energy: -137508.530 eV
free energy less fixed offsets of O -568.88, Si -635.61 eV per atom: 0.170 eV

Forces (eV/angstrom), in the order of the atoms: element, x, y, z
Si 0.0151 0.0268 -0.022
Si -0.0085 0.0191 0.007
Si 0.0068 -0.0081 -0.0242
Si 0.0024 -0.0165 -0.0022
Si -0.0351 -0.0129 0.0142
Si -0.0212 0.0162 -0.0304
Si 0.0046 -0.0016 0.0251
Si 0.01 -0.0301 -0.015
Si 0.0101 -0.0051 0.0464
Si 0.0286 0.003 -0.0187
Si 0.0013 0.0127 -0.0088
Si 0.0321 0.0131 0.0188
Si 0.0296 0.0195 -0.026
Si 0.0072 0.0191 0.0336
Si -0.0018 -0.0092 0.0312
Si 0.0154 0.0112 -0.0082
Si -0.0346 -0.016 0.0069
Si -0.0741 -0.0287 -0.0035
Si 0.0077 0.0061 0.0121
Si 0.0127 0.0036 -0.0139
Si -0.0382 -0.0472 -0.0295
Si -0.0263 -0.0202 -0.0331
Si -0.0252 -0.0047 -0.0123
Si 0.0052 0.0028 -0.0014
Si -0.0611 -0.0709 0.0474
Si 0.0406 0.0473 0.0458
Si -0.113 0.0134 -0.087
Si -0.0072 0.0093 -0.0235
Si 0.0213 0.0937 0.0697
Si -0.0412 0.0056 0.0862
Si 0.1172 0.1094 -0.2078
Si -0.0169 0.013 -0.0894
Si -0.0273 0.0723 0.0454
Si -0.0002 0.0213 0.0144
Si 0.0205 -0.0871 0.0036
Si 0.0437 -0.0246 -0.0001
Si 0.044 0.0105 0.0106
Si 0.0101 0.0125 0.0078
Si 0.0607 -0.0884 0.0301
Si 0.0256 -0.0527 -0.0151
Si 0.0018 -0.0041 -0.0064
Si -0.0321 0.0056 -0.0092
Si 0.0085 0.0283 0.0171
Si -0.0149 -0.0078 -0.0015
Si -0.0311 0.0161 0.0074
Si -0.0014 0.0061 0.0013
Si -0.0152 0.0092 -0.0054
Si 0.0113 -0.0186 0.0264
Si 0.03 0.0186 -0.002
Si 0.0014 0.0017 -0.0092
Si 0.0002 -0.0004 -0.0269
Si 0.0172 -0.0251 0.0279
Si -0.0075 -0.0137 -0.0081
Si 0.0026 -0.0026 -0.0084
Si 0.0242 -0.0135 0.0151
Si 0.0087 -0.0055 -0.0125
Si -0.0089 0.0039 -0.0008
Si 0.077 -0.025 -0.027
Si -0.0578 0.0251 0.0114
Si -0.0666 0.0483 -0.035
Si 0.012 0.0429 -0.0288
Si 0.029 0.0188 -0.001
Si -0.0688 0.0041 -0.0144
Si -0.0936 0.0123 0.0018
Si -0.019 -0.0065 -0.0849
Si 0.0205 0.0288 -0.0684
Si 0.1018 -0.0175 0.0341
Si -0.0856 -0.0319 0.1861
Si -0.0448 -0.0248 -0.1084
Si 0.0486 -0.0479 -0.0201
Si 0.0535 -0.0073 0.0556
Si -0.0306 -0.1488 0.0706
Si 0.0445 0.0207 0.0423
Si 0.047 0.0562 -0.0305
Si -0.0024 -0.0198 -0.0205
Si 0.0062 -0.0075 -0.0017
Si 0.0542 0.0317 0.0256
Si 0.0317 0.0544 -0.0316
Si -0.0031 -0.0323 0.0056
Si 0.0135 0.0175 0.035
Si -0.0351 -0.0202 -0.0103
Si -0.0099 0.0079 -0.0145
Si -0.0226 -0.0119 -0.0017
Si 0.0049 0.0035 -0.0225
Si -0.0195 -0.0118 -0.0178
Si -0.0018 0.0036 -0.0207
Si -0.0159 -0.0189 -0.0051
Si -0.0007 -0.0108 -0.0134
Si 0.022 -0.007 0.0462
Si 0.0161 -0.0065 0.0003
Si -0.0071 0.029 0.0458
Si -0.0233 -0.0153 0.0058
Si 0.0135 -0.0027 0.0407
Si 0.0151 -0.0077 0.016
Si 0.004 0.028 0.0556
Si -0.0164 0.0003 0.0458
O -0.0224 -0.0057 0.0069
O -0.0025 -0.0298 -0.0013
O 0.0036 -0.0047 0.0082
O 0.0067 -0.0082 -0.0055
O 0.0133 0.0159 -0.0073
O -0.0114 0.0074 -0.0154
O 0.0112 0.004 -0.0145
O -0.0114 0.0182 -0.0015
O -0.004 0.0232 -0.0227
O -0.0056 -0.0005 -0.0285
O -0.0069 0.0064 -0.029
O -0.0065 0.0095 -0.0068
O -0.0013 0.0132 -0.0168
O -0.0006 0.0065 -0.0076
O -0.0033 0.0081 -0.0029
O -0.005 0.0071 -0.0259
O 0.009 -0.0085 0.0124
O -0.0019 -0.0011 0.0107
O 0.0084 -0.0207 0.0261
O 0.0018 -0.0028 0.0109
O -0.0355 0.0058 0.0498
O -0.0032 0.0032 0.007
O 0.0029 -0.0128 0.0148
O -0.0009 -0.0024 0.0174
Si 0.0036 -0.0013 -0.0043
Si -0.0009 -0.0002 0.0004
Si 0.0009 0.0006 -0.0005
Si 0.0005 0.0011 -0.0008
Si -0.0015 -0.0024 -0.0084
Si -0.0001 0.0014 0.0043
Si -0.0082 -0.0084 -0.005
Si 0 0.0004 0.0018
Si 0.0012 0.0004 0.0015
Si 0.0005 0.0006 0
Si 0.0038 -0.0104 -0.0216
Si 0.0001 0 -0.0001
Si -0.0017 0.0039 0.0136
Si 0.0017 -0.0051 0.0039
Si -0.0037 0.0035 -0.0084
Si -0.0051 0.0129 0.0119
Si -0.0008 -0.0021 0.0042
Si 0.0021 0.0006 -0.002
Si -0.0018 -0.0057 -0.0087
Si 0.0157 -0.0048 0.0036
Si 0.0007 -0.0034 -0.0041
Si -0.0026 -0.0047 -0.001
Si 0.0052 -0.0013 0.0007
Si 0.0024 -0.002 -0.0062
Si -0.0006 0.0046 0
Si 0.0005 0.0015 0.0025
Si -0.0005 0.0008 -0.0032
Si -0.0045 -0.0088 -0.0139
Si 0.0008 -0.002 -0.0002
Si 0.0155 0.0082 0.0094
Si 0.0012 0.0016 0.0002
Si 0.003 0.0005 0.0008
Si -0.0021 0.0063 0.0028
Si 0.0013 0.0026 0.0039
Si 0.0005 0.0008 -0.001
Si 0.0002 -0.0038 -0.0093
Si -0.0084 -0.0108 -0.0081
Si -0.0027 -0.0048 0.0003
O 0.0024 0.0018 0.0018
O 0.0012 -0.0012 -0.0003
O 0.0017 0.0046 -0.0016
O -0.0002 -0.0007 0.0002
O 0.0022 0.0003 -0.0006
O 0.0003 -0.0007 0.0012
O 0.0011 0.0007 0.002
O -0.001 -0.0029 0.004
O -0.0029 -0.0041 0.0032
O 0.0002 -0.0058 0.0004
O 0.0042 0.0042 -0.0065
O 0.0003 0.0017 -0.0015
O 0.0002 -0.0019 0.0002
O -0.0003 0.0009 -0.0054
O 0.001 -0.0006 0.0078
O 0.0001 0.0003 0.0012
O 0.0005 -0.0001 -0.0002
O -0.0013 -0.0013 0.0002
O 0.0005 -0.0006 0.0006
O 0.0013 0.0019 0.0047
O -0.0015 -0.0018 0.0104
O 0.0011 -0.0025 0.003
O 0.0013 -0.0011 0.0001
O -0.0003 0.0003 0.0027
O 0.0004 -0.0018 0.0054
O -0.0003 -0.0004 -0.0005
O 0.0018 -0.0006 0.0024
O -0.0025 0.0002 -0.0042
O 0.0034 0.0005 0.0022
O 0.0008 -0.0003 -0.0031
O -0.0014 0.001 0.0072
O 0.0016 0.0047 -0.0078
O -0.0002 -0.0026 0.0053
O 0.0021 0.0012 0.0004
O -0.0009 0.0024 0.0027
O 0.0019 0.0023 0.0013
O 0.001 -0.0003 0.0002
O 0.0005 -0.0015 0.0011
O 0.0007 -0.0009 0.0006
O 0.0012 -0.0047 -0.0042
O 0.0031 0.0011 -0.0002
O 0.0015 0.0012 0.0013
O 0 0.0008 -0.0001
O -0.0025 0.0066 -0.0065
O 0.0016 0.0024 -0.0043
O -0.002 -0.0001 0.0022
O -0.0023 0.0048 -0.0019
O -0.0002 0.0012 -0.0007
O 0.0001 0.001 0.0011
O -0.0019 -0.0013 0.0032
O 0.0012 0.0003 0.0004
O -0.0015 -0.0008 0.0017
O 0.0009 0.0026 0.0009
O -0.0029 -0.0022 -0.0037
O -0.0001 0.0007 -0.0002
O 0.002 0.0006 0.0017
O 0.0012 0.0001 -0.0004
O 0.0003 0.0023 0.002
O -0.0001 0.0009 0.0039
O 0.0006 -0.0001 0.0002
O -0.0002 -0.0013 0.0014
O -0.0009 -0.0062 0.0086
O -0.0028 -0.0068 0.0014
O 0.0006 0.003 -0.001
O 0.0003 -0.0004 -0.0016
O 0.0026 0.0018 -0.0051
O 0 -0.0007 -0.0031
O 0.0022 -0.0015 0.001

The program warned: the cutoff lies below the one the program advises for these potential files; the forces do not sum to zero within the program's tolerance; the exchange-correlation potential is rough where the density is thin.
